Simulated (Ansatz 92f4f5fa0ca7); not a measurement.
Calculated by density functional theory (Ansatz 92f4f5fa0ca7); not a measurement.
Periodic cell of 252 atoms, Si144O108, from a study of silicon, its oxide and their interface. The atomic structure is a simulated model.
This geometry differs little from another in the collection (a relaxation step or a small displacement).

Settings: functional r2SCAN; potential files Ansatz PAW; basis plane waves; wave-function cutoff 800 eV; density cutoff ratio 5; exchange-correlation grid ratio 1; k mesh 1 x 1 x 1, shifted by 0.5 0.5 0 of a step; self-consistency stop 1e-10 eV per atom in the density residual; occupations fixed; spin none; net charge 0.

Cell vectors (angstrom)
a  10.88  0  0
b  0  10.88  0
c  3.4875  -4.0869  36.027

Atoms: element, x, y, z (angstrom)
Si  3.1623  0.9315  0.4269
Si  5.9028  3.5221  0.0467
Si  2.2128  7.434  0.1996
Si  4.811  -0.7858  0.2882
Si  -0.0651  -1.0428  -1.8909
Si  -0.4753  4.6208  0.0584
Si  8.643  6.277  0.1825
Si  0.4626  -1.8052  0.2457
Si  4.1881  2.7085  1.4804
Si  6.8353  5.3111  1.3375
Si  3.9963  -2.6252  1.4752
Si  6.7204  0.0712  1.3646
Si  -1.4397  2.7714  1.2107
Si  1.2918  5.5463  1.323
Si  9.5611  8.0794  1.4029
Si  1.3779  -0.0691  1.5313
Si  2.7037  4.1358  2.6271
Si  5.4463  6.7799  2.622
Si  2.7149  -1.3529  2.9661
Si  5.47  1.3605  2.8985
Si  8.1696  4.0323  2.7854
Si  10.8826  6.7917  2.8546
Si  8.1371  9.5229  2.6237
Si  -0.0617  1.4088  2.6263
Si  1.3462  2.746  4.0089
Si  4.0629  5.4676  4.0125
Si  1.3378  8.1424  4.2117
Si  4.0968  0.016  4.2379
Si  6.8276  2.724  4.1801
Si  9.5167  5.4084  4.1507
Si  6.7957  8.153  4.0198
Si  9.4882  0.0172  4.0007
Si  2.6773  1.4068  5.4649
Si  5.3959  4.1129  5.4071
Si  2.7459  6.7757  5.4656
Si  5.4769  9.4846  5.4886
Si  8.1879  1.3349  5.4514
Si  0.025  4.0579  5.4685
Si  8.1378  6.8153  5.4406
Si  10.8284  9.5587  5.4239
Si  4.0692  2.7629  6.7992
Si  6.7454  5.4508  6.7696
Si  4.0757  8.1403  6.8259
Si  6.8384  0.0011  6.8182
Si  -1.3469  2.6857  6.8076
Si  1.3962  5.4259  6.823
Si  9.5099  8.1921  6.7966
Si  1.3137  0.0044  6.7899
Si  2.7272  4.0691  8.2078
Si  5.4117  6.7724  8.1775
Si  2.6927  9.5295  8.1388
Si  5.4649  1.4025  8.1288
Si  8.1147  4.0676  8.0868
Si  0.0333  6.8354  8.128
Si  8.1906  -1.3294  8.1892
Si  -0.0281  1.318  8.1832
Si  1.3392  2.6675  9.4872
Si  4.09  5.4068  9.588
Si  1.3675  8.1817  9.5687
Si  4.0708  0.0499  9.4219
Si  6.8209  2.7326  9.5545
Si  9.4881  5.449  9.3608
Si  6.7867  8.1795  9.4345
Si  9.5257  0.0055  9.6256
Si  2.7306  1.3453  10.8441
Si  5.489  4.0843  10.9662
Si  2.7244  6.781  10.9189
Si  5.42  -1.3216  10.7266
Si  8.1522  1.381  10.992
Si  -0.1186  4.0248  10.6884
Si  8.1866  6.8382  10.7154
Si  0.0295  9.5394  11.0018
Si  4.1447  2.6149  12.2458
Si  6.9134  5.5629  12.1858
Si  4.1686  8.1985  12.1515
Si  6.7626  -0.0852  12.2088
Si  -1.3578  2.8079  12.3146
Si  1.1424  5.4091  12.0193
Si  9.4514  8.1371  12.2243
Si  1.4553  0.0156  12.3252
Si  1.8119  3.8681  13.6396
Si  -0.4672  5.6121  17.1374
Si  3.0072  -1.3047  13.6386
Si  5.1624  0.9721  13.5372
Si  0.4447  1.8388  13.5027
Si  -0.5245  6.3326  13.373
Si  7.7186  -1.7968  13.4835
Si  -2.2691  4.6631  13.5293
Si  -1.3654  -2.485  -9.9378
Si  6.0245  7.3919  13.3769
Si  7.7368  4.6517  15.7593
Si  7.0226  4.6103  -9.3739
Si  6.8948  4.9988  21.4288
Si  0.5257  5.4672  23.9592
Si  3.892  2.3845  -4.3441
Si  5.6352  0.215  -11.0183
Si  9.1877  3.7851  22.8021
Si  9.0546  3.7462  20.0599
Si  2.8493  6.0981  -2.4446
Si  1.6944  3.1657  -6.1
Si  8.0801  0.1765  -2.6679
Si  5.2665  4.2106  -2.1425
Si  0.6546  -0.3471  -9.359
Si  5.4908  6.8122  15.5584
Si  9.3884  -2.5303  22.0964
Si  0.3882  0.4382  -6.4109
Si  -3.2874  1.8037  0.0113
Si  0.5224  -2.0336  -4.6216
Si  8.3829  -0.8723  15.584
Si  4.8445  -2.035  -7.2706
Si  0.2801  4.3331  -2.169
Si  0.9113  0.4921  19.6625
Si  1.8151  1.5149  -2.3235
Si  -0.3621  2.661  17.9427
Si  5.0088  0.3906  18.2584
Si  5.6647  0.9622  -6.57
Si  0.8435  6.1892  15.2782
Si  0.4589  6.5539  -11.2146
Si  4.3603  -1.8906  22.1294
Si  -0.3936  -0.4523  22.3089
Si  3.3603  -1.7159  -9.9028
Si  2.3481  6.5086  21.7781
Si  8.9176  7.0136  -5.2498
Si  0.0639  0.7675  15.536
Si  7.2016  6.6293  -2.5951
Si  7.409  7.3562  -7.8915
Si  6.6305  1.7788  16.1119
Si  2.1369  -0.6352  17.2688
Si  0.8239  2.3476  -10.9432
Si  3.5372  8.0472  -4.6543
Si  5.5159  -1.6278  -2.6761
Si  8.7296  1.2856  24.2378
Si  -0.1107  6.3346  19.9928
Si  6.8198  8.0345  20.6945
Si  1.9002  0.0807  24.4756
Si  2.7172  6.1847  -10.6461
Si  4.0884  3.8409  22.1138
Si  3.7515  0.8865  20.9711
Si  8.5891  1.5305  -5.4587
Si  6.8147  -2.1882  17.7385
Si  5.3876  2.2308  -8.551
Si  2.6328  3.8879  -8.9031
Si  2.5665  7.8587  15.4257
Si  -1.0381  4.1943  -4.83
O  3.3854  3.4954  13.4318
O  4.9249  -2.1683  23.634
O  3.85  6.8226  15.5777
O  0.1403  4.1322  17.5034
O  -1.0849  1.0981  -6.4505
O  2.8099  1.4809  -1.0731
O  8.1258  6.9926  -3.857
O  8.194  6.6889  -1.3358
O  3.0513  3.4522  -5.2529
O  0.746  0.3187  -2.2543
O  9.2833  0.3628  23.0416
O  3.9438  2.9757  -8.684
O  1.6095  4.7108  15.0302
O  3.6693  2.3956  21.5267
O  1.3498  4.2747  24.6639
O  0.4132  -0.5096  -5.1206
O  8.8235  5.4081  16.7327
O  7.621  0.524  15.8893
O  7.1072  1.323  24.2453
O  1.4588  6.5043  23.1373
O  4.0841  3.6642  23.7114
O  3.877  5.0053  -1.8521
O  9.2285  2.9018  21.4334
O  4.4344  -0.8198  -10.7154
O  5.9937  -0.8676  18.1275
O  0.4205  3.7276  -5.3154
O  6.0552  7.7519  -2.4266
O  5.892  7.8082  16.7649
O  5.9775  8.053  -8.0925
O  3.9796  -0.3037  22.0612
O  2.7148  7.294  -1.3705
O  3.5412  0.0341  17.6811
O  1.8837  -1.1034  -10.0603
O  1.0524  -0.6192  18.4792
O  4.3292  -1.7037  -3.7854
O  4.1318  -0.1704  14.1568
O  -0.9096  -0.5439  15.4021
O  2.7881  1.449  -3.613
O  8.4983  8.1698  -8.737
O  -0.9642  4.4309  -3.2243
O  8.1618  -1.8188  16.8961
O  7.0647  -0.5503  -10.9347
O  1.4331  6.5089  20.4363
O  3.343  7.6753  -10.5073
O  9.2065  -0.7922  -2.0187
O  -0.3194  6.6433  18.4009
O  -0.9628  7.2806  20.981
O  0.658  1.9312  18.9594
O  6.6218  6.5707  21.3393
O  3.4764  6.6561  -3.8283
O  7.8374  7.4645  -6.351
O  0.7091  -0.4026  -7.7508
O  1.52  0.226  16.0321
O  0.6835  1.1633  -9.8818
O  5.7702  4.8774  -10.359
O  8.7057  3.1157  -5.1943
O  5.6813  1.5864  17.4014
O  1.7529  3.8531  -7.5577
O  5.5935  1.3827  -9.9225
O  4.9001  3.1107  -3.2988
O  2.8954  1.3448  24.2651
O  6.4398  5.1968  -2.7306
O  7.83  4.6669  22.7119
O  7.7666  1.337  -1.5758
O  9.0445  7.626  23.5117
O  -0.5942  1.7429  16.6475
O  6.2792  5.4044  15.8505
O  5.551  4.157  21.5517
O  8.6862  0.7984  -4.0248
O  7.2202  1.1675  -6.1973
O  0.3619  -2.1333  -3.0184
O  2.3195  0.5581  20.3742
O  7.973  -2.0275  21.4658
O  3.6608  -1.7275  -8.3196
O  7.4876  3.134  16.2685
O  1.3831  5.4424  -2.6433
O  -0.19  0.0866  20.7719
O  0.9828  -0.2081  23.1602
O  9.1225  2.8175  18.7521
O  1.7807  3.4271  -10.2154
O  2.3807  -2.1648  16.8097
O  7.1568  7.9179  19.1109
O  4.89  -1.0404  -1.328
O  2.0053  -2.4999  -5.0337
O  3.1807  5.118  21.7139
O  1.5307  1.57  -6.2992
O  5.7209  1.8671  14.7795
O  5.4103  -0.6268  -6.7356
O  4.8723  0.8307  19.8026
O  -0.2323  7.2396  -9.9061
O  4.7639  1.469  -5.332
O  -0.6039  4.8022  20.1069
O  2.8244  -1.1986  24.7785
O  6.6063  3.3177  -8.5007
O  7.3096  5.8275  -8.3735
O  3.1964  7.8917  21.8139
O  9.4528  5.5419  -5.6051
O  6.7524  -0.6587  -3.0911
O  5.4385  -2.0684  20.9443
O  7.6429  4.5228  20.0707
O  9.2759  2.7994  24.0545
O  2.9712  5.4371  -9.2193
O  -0.725  -1.0169  -9.8305
O  0.9709  2.8818  -2.3341
O  4.3347  7.9118  -6.0548
O  -0.4496  4.7966  22.8714
O  8.3432  4.3912  -10.2713
O  -0.68  7.9954  -5.2792

Results
free energy: -153710.343 eV
free energy less fixed offsets of O -570.45, Si -639.56 eV per atom: -5.103 eV

Forces (eV/angstrom), in the order of the atoms: element, x, y, z
Si  -0.0082  0.0124  -0.0417
Si  -0.0045  0.0059  -0.0051
Si  0.0108  -0.0038  -0.037
Si  0.0049  -0.0075  -0.0437
Si  -0.0021  0.0007  -0.0893
Si  0.0027  -0.0002  -0.0063
Si  -0.0095  0.008  -0.0371
Si  -0.001  0.0029  -0.0045
Si  0.0061  0.0021  0.0008
Si  -0.0017  -0.004  0.0036
Si  -0.0027  0.0008  0.0043
Si  -0.0001  0.0024  0.0054
Si  0.0002  0.0054  0.0054
Si  -0.0033  0.0002  0.0078
Si  0.0033  0.0018  0.003
Si  -0.0008  -0.0052  0.0026
Si  -0.001  0.0008  -0.0018
Si  0.0011  0.0011  -0.0022
Si  -0.0005  0.0015  -0.0007
Si  -0.0005  -0.0011  0.0002
Si  -0.0005  0.0016  0.0007
Si  -0.0007  -0.0009  -0.0003
Si  -0.0013  -0.0009  -0.002
Si  0.0003  0.0012  -0.0012
Si  -0.0007  0.001  -0.0013
Si  -0.0012  0.0007  0
Si  -0.0008  0.0013  -0.0006
Si  0.0008  -0.0006  -0.0004
Si  -0.0009  0.0016  -0.0019
Si  0  0.0004  -0.0015
Si  0.0002  0.001  0.0001
Si  -0.0006  0.0025  -0.0013
Si  0.0002  0.0003  0.001
Si  0.0007  0.0006  -0.0003
Si  0  -0.0007  0.0004
Si  0.0001  -0.0006  0
Si  0.0009  0.0004  0.0009
Si  0.0002  -0.0007  0.0007
Si  -0.0005  0.0009  0.0011
Si  -0.0007  -0.0005  0.0008
Si  -0.0011  0.0022  -0.0005
Si  -0.0017  0.0008  0.0006
Si  0.0001  -0.0004  0.0005
Si  0.0001  -0.0007  0.0007
Si  -0.0006  0.001  0.0008
Si  0  -0.0002  0.0004
Si  -0.0007  0.0017  0.0002
Si  -0.0009  0.001  -0.0008
Si  0.0006  -0.0001  0.0004
Si  -0.0011  0.0003  0.0013
Si  -0.0009  0.0001  0.0001
Si  -0.0005  0.0019  -0.0006
Si  -0.0005  0.0014  0.0012
Si  -0.0003  0.0006  0.0005
Si  -0.0003  0.0003  0.0013
Si  -0.0002  -0.0003  0.0005
Si  0.0006  0.0005  -0.0007
Si  0.0004  0.0008  -0.001
Si  -0.0002  0.0004  0.0016
Si  -0.0006  -0.001  0.0001
Si  -0.0005  0.0005  0.0005
Si  -0.0003  0.0011  0.0004
Si  0.0001  0.0004  -0.0011
Si  -0.0003  0.0016  -0.0003
Si  0.0038  0.0037  0.002
Si  0  -0.0018  -0.0005
Si  -0.0006  -0.0012  0.002
Si  0.0001  0.0019  0.0018
Si  -0.0011  0.0011  0.0004
Si  -0.0015  0.0022  0.001
Si  -0.0009  0.0005  0.002
Si  -0.0016  0.001  0.0012
Si  -0.0012  -0.001  -0.007
Si  -0.0034  -0.002  -0.0011
Si  -0.0034  -0.0024  0.0021
Si  -0.0004  0.0021  0.003
Si  -0.0026  -0.0025  0.0006
Si  0.0003  -0.0046  0.0062
Si  0.0029  0.0042  0.0036
Si  -0.0018  -0.0041  0.0036
Si  0.0065  -0.0038  -0.0226
Si  -0.0048  -0.0039  -0.134
Si  0.0036  -0.0028  -0.0129
Si  -0.006  -0.0114  -0.0406
Si  0.0015  0.0031  -0.0011
Si  -0.0048  0.001  -0.0006
Si  -0.0048  0.0002  -0.0007
Si  0.0023  0.0009  0.0011
Si  0.0174  -0.0131  -0.1334
Si  0.0015  0.0036  0.0053
Si  -0.0104  0.0083  -0.0779
Si  -0.0015  -0.0036  -0.1427
Si  0.0088  0.0152  -0.1146
Si  -0.0052  0.0189  -0.1327
Si  0.0022  -0.017  -0.1347
Si  0.023  -0.0127  -0.1645
Si  -0.0187  0.001  -0.135
Si  0.0214  -0.0092  -0.1552
Si  0.0155  -0.0037  -0.0909
Si  0.0074  0.0015  -0.1369
Si  0.0096  -0.0036  -0.112
Si  -0.0141  -0.0009  -0.0874
Si  -0.0075  0.007  -0.1433
Si  -0.0109  -0.0186  -0.0821
Si  -0.0014  -0.002  -0.1258
Si  0.0188  -0.0121  -0.1362
Si  0.0036  -0.0101  -0.0398
Si  -0.0034  0.0164  -0.113
Si  0.0057  -0.0059  -0.0811
Si  -0.0027  0.0131  -0.1452
Si  -0.008  -0.006  -0.092
Si  0.0139  0.0069  -0.1658
Si  0.0106  0.0046  -0.0909
Si  0.0065  0.0047  -0.1469
Si  0.0133  -0.0016  -0.1455
Si  -0.0034  -0.01  -0.0995
Si  0.0056  -0.0019  -0.0216
Si  -0.0053  0.0061  -0.0949
Si  0.0009  0.0117  -0.1423
Si  0.0013  -0.0094  -0.1263
Si  0.0096  -0.0075  -0.1393
Si  -0.008  0.0064  -0.1294
Si  -0.0165  0.0126  -0.131
Si  -0.0068  -0.005  -0.0918
Si  0.0065  0.0165  -0.1019
Si  0.0179  -0.0072  -0.1455
Si  0.0127  0.0086  -0.1044
Si  0.0051  -0.0351  -0.136
Si  -0.0181  -0.0027  -0.1505
Si  0.0071  0.0103  -0.1302
Si  -0.003  -0.0081  -0.0998
Si  0.0272  0.009  -0.1395
Si  -0.0163  -0.0188  -0.1756
Si  0.008  -0.0064  -0.1567
Si  -0.0035  -0.0117  -0.1355
Si  -0.0005  -0.0026  -0.0931
Si  0.0064  -0.0077  -0.1384
Si  0.0016  -0.0109  -0.15
Si  -0.0114  -0.0032  -0.1213
Si  0.0016  0.0019  -0.1591
Si  0.0079  0.0064  -0.1076
Si  0.0062  0.0244  -0.144
Si  -0.0016  -0.0195  -0.058
Si  0.0022  -0.01  -0.1152
O  -0.0114  0.0059  0.0141
O  -0.0014  0.0017  0.1101
O  0.0072  -0.0007  0.0281
O  -0.0078  -0.0307  0.0587
O  -0.0173  0.0097  0.0495
O  0.0086  -0.0094  0.0571
O  -0.0309  -0.0104  0.0801
O  0.0225  -0.0085  0.0691
O  0.0215  -0.0108  0.0657
O  -0.0024  -0.0045  0.0398
O  -0.0309  0.035  0.0738
O  0.0058  -0.0133  0.0466
O  -0.0045  0.012  0.0325
O  0.0027  0.0407  0.0576
O  0.0247  -0.0164  0.076
O  -0.0011  -0.0308  0.0649
O  0.0256  0.0078  0.0649
O  -0.008  0.015  0.0354
O  -0.0211  0.0057  0.0527
O  -0.0266  -0.0183  0.0759
O  0.0055  -0.0282  0.1008
O  0.0033  0.0004  0.0321
O  -0.0002  -0.0015  0.0973
O  -0.0273  -0.0176  0.0623
O  -0.0122  0.0098  0.0509
O  -0.0274  0.011  0.0534
O  0.0015  -0.0036  0.0298
O  0.0202  0.0317  0.0791
O  -0.0123  0.0091  0.0533
O  0.0038  -0.0283  0.0674
O  -0.0129  0.0153  0.0615
O  0.0207  0.0168  0.0491
O  -0.009  0.0055  0.0454
O  -0.0241  0.0205  0.0948
O  0.0228  0.0114  0.0621
O  -0.0029  0.0011  0.022
O  0.0029  0.0077  0.0314
O  -0.0304  -0.0042  0.0678
O  -0.0464  -0.0189  0.0922
O  0.0219  0.0039  0.0889
O  -0.0235  -0.0163  0.0766
O  -0.016  0.009  0.0587
O  0.0356  0.0022  0.079
O  0.0046  0.0242  0.0479
O  0.0133  -0.0049  0.0368
O  0.0014  0.0179  0.1326
O  -0.0152  0.0384  0.0812
O  0.0146  -0.0264  0.0697
O  -0.0046  -0.0178  0.0431
O  -0.0114  -0.0258  0.0638
O  0.0339  -0.0078  0.0991
O  -0.0077  0.019  0.1142
O  0.021  -0.0144  0.0688
O  0.001  -0.0384  0.0651
O  0.028  -0.0171  0.0881
O  0.0087  0.0153  0.04
O  -0.0302  -0.0234  0.0741
O  -0.022  -0.0196  0.1083
O  -0.0095  0.0407  0.1074
O  0.0264  0.0298  0.0736
O  0.0079  0.0077  0.0453
O  -0.0101  -0.0157  0.0401
O  0.0181  -0.0089  0.0653
O  -0.0102  0.0287  0.0685
O  -0.0133  -0.0386  0.1178
O  -0.0037  0.0315  0.0869
O  -0.0011  -0.0033  0.0347
O  -0.0221  -0.0067  0.0479
O  -0.0081  -0.0241  0.0865
O  0.0367  0.0039  0.0561
O  -0.0081  0.0132  0.0861
O  0.0303  0.0076  0.0659
O  0.0332  0.0097  0.0604
O  0.0289  -0.0068  0.096
O  -0.005  -0.0174  0.0369
O  -0.0068  -0.0003  0.0403
O  -0.0324  -0.0288  0.1074
O  0.0377  0.016  0.0843
O  -0.0246  0.0194  0.085
O  0.0306  0.0165  0.0747
O  -0.0065  0.0445  0.0738
O  -0.0011  -0.016  0.1213
O  -0.01  0.0143  0.0759
O  0.0013  -0.0054  0.0425
O  0.0062  -0.012  0.0447
O  0.0009  0.0059  0.0461
O  0.0158  0.0109  0.0604
O  0.0063  0.0091  0.0463
O  -0.0299  0.0138  0.1086
O  -0.0193  0.0169  0.0562
O  -0.0299  0.0231  0.087
O  -0.0073  -0.0019  0.0538
O  0.0139  -0.0053  0.0508
O  -0.0119  -0.0256  0.0528
O  0.0086  0.0334  0.065
O  0.0054  0.0022  0.0429
O  0.0054  -0.0092  0.046
O  -0.001  0.0001  0.0352
O  -0.0288  0.0076  0.0645
O  -0.0189  0.0077  0.0656
O  -0.0039  -0.0272  0.0618
O  0.0059  -0.0345  0.0695
O  0.0167  0.0127  0.0485
O  0.0006  0.0033  0.0367
O  -0.0277  -0.0138  0.0939
O  0.0191  0.0089  0.0628
O  -0.0376  0.0085  0.0783
O  0.0138  0.006  0.0434

The program warned: the cutoff lies below the one the program advises for these potential files; the forces do not sum to zero within the program's tolerance; empty levels may hold ghost states of the PAW files; the exchange-correlation potential is rough where the density is thin.
